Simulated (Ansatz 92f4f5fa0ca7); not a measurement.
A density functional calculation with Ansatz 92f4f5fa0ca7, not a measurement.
Periodic cell of 226 atoms, Si133O92B1, from a study of silicon, its oxide and their interface. The atomic structure is a simulated model.
Doubt: the cutoff is far below the 930 eV that the study's wrapper takes by default for these files, so forces and energies are approximate.
This geometry differs little from another in the collection (a relaxation step or a small displacement).

Settings: functional PBE; potential files Ansatz PAW; basis plane waves; wave-function cutoff 580 eV; density cutoff ratio 5; exchange-correlation grid ratio 1; k mesh 1 x 1 x 1, Gamma-centred; self-consistency stop 5e-08 eV per atom in the density residual; occupations fixed; spin none; net charge -1 e, with a uniform compensating background and no finite-size correction.

Cell vectors (angstrom)
a	10.938	0	0
b	0	10.938	0
c	0	0	31.9494

Atoms and the computed forces on them: element, x, y, z (angstrom), force x, y, z (eV/angstrom)
Si	10.627	0.0006	24.4283	0.0072	-0.0089	-0.0221
Si	5.0742	0.1268	24.6743	0.0064	-0.0106	-0.0187
Si	2.8193	2.2933	24.5406	-0.0097	0.0052	-0.0207
Si	8.5701	2.4352	24.5687	-0.0064	0.0105	-0.0138
Si	10.7041	5.5884	24.3465	0.0075	-0.0118	-0.0147
Si	5.1571	5.6149	24.4622	0.0114	-0.0075	-0.0217
Si	2.9874	7.9519	24.4144	-0.0074	0.0128	-0.0148
Si	8.4142	7.8312	24.4278	-0.008	0.0068	-0.0263
Si	1.293	1.1307	25.8521	-0.0067	-0.0005	-0.002
Si	6.8161	1.3283	25.7488	0.0011	0.0004	0.0012
Si	3.9844	4.0099	25.7419	-0.0016	0.0017	0.0047
Si	9.6867	4.0204	25.8616	-0.001	0.0004	-0.0017
Si	1.3373	6.7937	25.679	0.0038	0	0.0025
Si	6.8032	6.7225	25.7647	-0.0016	0.0002	0.0034
Si	4.0007	9.4666	25.9658	0.0036	-0.0068	-0.0056
Si	9.4828	9.4396	25.811	0.0018	0.0004	0.0038
Si	2.6365	-0.1349	27.3035	0.0036	0.003	-0.0039
Si	8.1409	-0.0669	27.1579	0.0017	0.0024	0.0049
Si	0.078	2.6533	27.2256	0.0004	0.0021	0.0025
Si	5.4526	2.7196	27.1241	0.0003	-0.0024	0.002
Si	2.6665	5.4156	27.1229	0.0013	0.0028	0.0059
Si	8.1929	5.3681	27.1483	0.0025	0.0019	-0.0005
Si	0.012	8.151	27.145	-0.0007	-0.0018	0.0007
Si	5.5104	8.1417	27.1972	-0.0005	0.0007	0.0014
Si	4.0897	1.3232	28.5128	0.0064	0.0063	-0.0014
Si	9.5472	1.3149	28.5239	-0.0055	-0.0084	-0.0067
Si	1.39	4.064	28.5829	0.0133	-0.0012	0.01
Si	6.8105	4.058	28.5389	-0.0034	-0.0033	0.0008
Si	4.0826	6.7753	28.5074	-0.0031	-0.01	-0.0109
Si	9.563	6.7761	28.5003	0.0047	-0.0016	-0.009
Si	1.2949	9.4778	28.643	-0.0113	-0.0117	0.027
Si	6.8267	9.5352	28.5798	0.0049	-0.0008	0.0079
Si	-0.039	-0.0228	29.951	-0.0013	-0.0086	-0.0041
Si	5.454	-0.0157	29.9191	0.0042	-0.0069	-0.0007
Si	2.7766	2.7102	29.9199	-0.0056	0.0141	-0.0001
Si	8.1899	2.7019	29.8946	-0.0024	-0.0007	0.0023
Si	-0.0132	5.4368	29.915	-0.0014	-0.0052	0.0012
Si	5.4607	5.445	29.9058	-0.0033	0.0015	0.0007
Si	2.7387	8.1402	29.9307	-0.0073	0.0065	-0.0027
Si	8.2289	8.1702	29.8989	-0.0076	0.0121	0.0008
Si	1.3727	1.3703	31.2756	0.0083	-0.0022	0.001
Si	6.829	1.3656	31.2829	0.0002	0.0011	-0.0007
Si	4.1222	4.0828	31.299	0.004	-0.0088	-0.0007
Si	9.5498	4.0785	31.2801	-0.0011	0.0093	-0.0004
Si	1.3616	6.8061	31.3001	0.0022	0.0033	-0.0011
Si	6.8353	6.8374	31.2647	0.0047	-0.0041	-0.002
Si	4.0894	9.5556	31.2866	0.0014	0.0039	-0.0025
Si	9.5576	9.5398	31.3103	0.0025	-0.0007	-0.0046
Si	2.7415	0.0131	0.7064	-0.0058	-0.0064	0.0029
Si	8.2105	0.0144	0.6927	-0.002	0.0005	-0.0013
Si	0.0183	2.7502	0.7058	-0.0039	-0.0018	-0.0012
Si	5.4949	2.7476	0.734	-0.0027	0.0038	-0.001
Si	2.7481	5.4573	0.7056	0.0001	0.0072	0.0011
Si	8.2081	5.49	0.6966	-0.0019	-0.0038	0.0028
Si	0.0229	8.2112	0.7347	-0.0055	-0.0004	0.0011
Si	5.489	8.2199	0.7068	-0.0039	0.0022	-0.0051
Si	4.1041	1.3908	2.0881	-0.0015	0.0011	-0.002
Si	9.6137	1.3532	2.0613	-0.0071	0.0129	0.005
Si	1.3639	4.1434	2.0888	0.0143	-0.0074	0.0041
Si	6.8494	4.153	2.0884	0.0089	0.0092	-0.0013
Si	4.1103	6.8496	2.0609	-0.0022	-0.0147	0.0024
Si	9.5882	6.8417	2.0927	-0.0077	0.0014	-0.0022
Si	1.3782	9.616	2.0999	0.014	0.0046	-0.0033
Si	6.8442	9.6282	2.0658	0.007	-0.0042	0.0027
Si	0.0429	0.0507	3.5179	-0.0008	-0.0018	0.0102
Si	5.4912	0.0453	3.4633	-0.0052	0.005	0.0035
Si	2.7217	2.7712	3.4377	-0.0115	-0.0059	0.0046
Si	8.2872	2.7894	3.3689	0.0037	-0.0013	-0.0199
Si	0.0351	5.5192	3.5066	-0.0045	0.0162	0.0285
Si	5.467	5.5221	3.4734	-0.0087	-0.0029	0.0076
Si	2.7479	8.226	3.4217	-0.0181	0.0074	0.0037
Si	8.2498	8.2934	3.4045	0.0224	-0.0038	-0.0031
Si	1.3605	1.5026	4.9041	0.0167	0.0137	-0.0264
Si	6.9248	1.4787	4.7291	0.0021	-0.0168	0.008
Si	4.0212	4.1757	4.8155	0.0192	0.0104	-0.021
Si	9.6505	4.0549	4.8271	0.0369	0.0129	0.0049
Si	1.4059	6.9453	4.8826	0.0042	-0.0365	-0.0168
Si	6.8565	6.9936	4.7494	-0.0191	0.0009	0.0144
Si	4.1007	9.5807	4.7918	0.0134	-0.0069	0.0088
Si	9.6324	9.5748	4.8696	-0.0138	0.0079	0.001
Si	2.7719	0.0567	6.1328	0.0117	-0.0119	-0.0168
Si	8.3191	0.1456	6.106	0.0009	-0.0082	0.0246
Si	0.1572	2.9505	6.4265	-0.0281	-0.0004	0.0132
Si	5.5229	2.8426	6.0573	0.0032	0.0131	-0.0134
Si	2.6179	5.4749	6.2627	-0.0628	-0.0214	0.0583
Si	8.3034	5.6033	5.9544	-0.0022	0.0341	-0.0276
Si	0.0788	8.2887	6.3838	-0.0023	0.0217	-0.0293
Si	5.4854	8.2977	6.2237	-0.0267	-0.0383	0.0553
Si	4.4354	1.2002	7.3309	0.0097	-0.0058	0.0771
Si	9.8717	1.2222	7.5997	-0.0372	0.0518	-0.0144
B	1.1739	4.5354	7.5724	0.1184	0.0124	-0.0183
Si	6.6582	4.5603	7.2059	-0.0424	-0.0014	-0.0197
Si	4.2751	6.6625	7.5147	-0.0245	0.0636	-0.1172
Si	9.8499	6.5284	7.5091	0.0069	-0.0555	0.0965
Si	1.2936	9.9572	7.6845	-0.0087	-0.0003	0.0917
Si	6.7227	9.9706	7.4056	0.0167	-0.0131	-0.0578
O	9.5861	1.2383	23.9807	0.0011	0.0004	0.003
O	4.1054	6.8025	23.9451	-0.0015	0.0023	0.0016
O	4.009	1.2393	24.0346	-0.0002	0.0014	0.003
O	9.5322	6.7004	23.8979	-0.0017	0.0036	0.0017
O	0.0917	5.4613	7.966	-0.0223	0.016	0.004
O	5.5825	0.1385	7.9303	-0.0221	0.0053	-0.0112
O	0.0889	0.1074	8.1381	0.029	-0.0299	-0.0258
O	5.5401	5.6186	7.8311	0.0175	0.0191	0.0589
O	7.6082	3.9999	8.4117	0.0124	0.0119	-0.0428
O	8.8342	6.9903	8.7787	0.0365	-0.0253	-0.0649
O	2.1991	9.4704	9.0297	-0.0361	0.0239	-0.0482
O	8.895	1.7014	8.9001	0.0284	-0.0484	-0.0148
O	7.6368	9.4066	8.6687	0.0001	-0.0051	0.0045
O	3.5976	1.8733	8.573	0.0115	-0.0262	-0.0399
O	3.5946	7.216	8.9466	0.0041	-0.0103	0.0079
O	1.9657	4.0523	8.7095	-0.074	0.0313	-0.0755
O	8.1425	3.4843	23.3541	0.0117	-0.0106	0.0138
O	0.4448	4.9302	22.9573	-0.0114	0.0177	0.0158
O	1.9015	2.739	23.2427	0.0174	-0.0106	0.0206
O	5.835	4.9116	23.1234	-0.0156	0.0146	0.017
O	5.5197	9.9983	23.5008	-0.0114	0.0112	0.0156
O	2.4445	8.6867	23.0221	0.0146	-0.0139	0.0162
O	0.1906	10.0674	23.0866	-0.0158	0.0154	0.0213
O	7.7795	8.5746	23.0796	0.0147	-0.0158	0.0161
Si	8.6559	7.7065	18.4357	0.0004	-0.0019	0.0028
Si	8.7754	6.3594	13.6266	0.001	-0.0018	-0.0136
Si	3.7847	1.5428	14.6602	0.0036	-0.0025	-0.0111
Si	2.1306	5.7452	17.6134	0.0034	0.001	-0.0003
Si	2.4109	3.1474	19.4933	0.0067	-0.0036	-0.0013
Si	9.8162	9.028	12.069	0.0003	0.0062	0.0045
Si	1.3307	9.4184	22.082	0.0012	-0.0002	-0.0253
Si	9.1761	0.9675	13.1853	-0.0001	-0.002	-0.0158
Si	1.4104	5.0625	13.0091	-0.0045	-0.0014	-0.0148
Si	1.8	8.2588	12.7937	-0.008	0.0005	0.0003
Si	6.6479	9.5568	22.4328	-0.0055	0.0032	-0.0171
Si	4.5164	4.5955	15.6711	0.0005	-0.0045	-0.0058
Si	8.1904	3.032	9.5471	0.0319	-0.0203	0.0794
Si	0.842	8.2473	19.2577	-0.0012	-0.005	-0.0042
Si	6.9488	1.3517	21.0906	-0.0015	-0.0002	-0.0001
Si	8.267	8.2608	9.638	-0.0134	0.0378	0.0514
Si	10.8772	5.2095	15.5972	-0.001	-0.0007	-0.0042
Si	7.5649	9.5063	16.3036	0.0009	0.0015	-0.0045
Si	9.9295	2.0598	20.2943	-0.0015	-0.0035	-0.0017
Si	3.2312	8.5128	9.8906	0.0234	-0.0133	0.0424
Si	6.685	3.3589	17.3965	0.0001	-0.0033	-0.0048
Si	1.1647	0.2097	19.8036	-0.002	0.0008	0.0024
Si	3.1938	2.8275	12.2195	0.0009	-0.0002	-0.0076
Si	7.2124	5.4016	19.6818	-0.0019	0.0058	-0.0021
Si	5.7779	8.6494	11.5021	-0.0047	0.0075	0.0074
Si	5.7793	6.0646	13.1638	0.0007	0.0001	-0.0062
Si	4.6337	9.7183	17.6137	0.0013	0.0016	-0.0029
Si	1.0187	3.5975	22.1816	-0.0019	-0.0076	-0.0239
Si	4.8948	1.4915	18.7989	-0.0024	0.001	0.0007
Si	3.0952	3.1639	9.4238	0.0054	0.0021	0.052
Si	6.4551	10.8118	13.7537	0.0038	0.0045	-0.0097
Si	10.3506	0.1226	15.9603	-0.0007	-0.003	-0.0052
Si	5.6049	3.6727	11.0752	-0.0042	0.0008	0.0017
Si	9.8255	3.902	11.8933	0.0026	0.0003	-0.0007
Si	2.3457	9.933	15.5206	0.0002	0.0039	-0.0037
Si	6.0755	8.1348	19.7968	0.0019	-0.006	-0.002
Si	6.935	3.9738	22.3792	0.0032	-0.0047	-0.0171
Si	9.7486	2.7807	17.3604	-0.0038	-0.0019	-0.0065
O	7.1826	6.3726	13.9553	-0.003	0.0005	0.0087
O	1.882	7.059	18.6681	-0.002	0.0034	-0.0018
O	10.2898	4.0345	16.5196	0.0014	0.0024	0.0025
O	6.1675	9.9742	17.0486	-0.0009	0.0007	0.0034
O	10.15	0.7162	14.4636	-0.004	0.0033	0.0004
O	8.4426	6.1253	18.8579	-0.002	-0.0034	-0.0024
O	5.1583	0.6784	14.3662	0.0024	-0.0008	0.0081
O	5.7118	2.0641	17.5192	-0.0017	-0.0015	0.0032
O	8.3446	1.9421	20.5454	-0.0053	-0.0018	-0.0037
O	1.9899	4.3021	18.4026	-0.0017	-0.0063	0.0017
O	6.9073	2.8135	10.5659	-0.0028	0.0007	0.0066
O	4.8266	2.703	12.1363	0.0043	0.0053	0.0038
O	6.0149	4.3924	16.3278	-0.0025	0.001	0.0033
O	4.4791	3.9857	9.9017	-0.0107	-0.0033	-0.0058
O	10.6886	2.7738	21.5513	0.0099	0.0084	0.0061
O	9.7032	6.1648	14.9753	-0.0036	0.002	0.0024
O	6.0057	6.4983	19.8374	-0.0002	-0.0003	-0.005
O	4.0785	0.1797	18.2767	0	0.0009	-0.0022
O	9.2631	10.5509	12.2762	0.0011	-0.0123	0.0073
O	2.8378	4.3623	12.6946	0.0033	-0.0039	0.0109
O	1.9097	10.7015	21.2092	0.0004	-0.0083	0.0058
O	3.9899	2.7267	19.3867	-0.0021	0.0013	-0.0048
O	0.735	10.0538	15.9559	0.0016	-0.0011	0.0056
O	1.2755	9.8059	18.8333	0	0.001	0.0013
O	1.71	1.6664	19.2754	-0.0018	-0.0016	-0.0041
O	8.9414	10.3888	16.4834	0.0015	0.0009	0.003
O	4.8761	8.5948	18.7833	0.0027	-0.0028	0.0014
O	9.5818	8.7533	10.4838	-0.0143	-0.0098	-0.0254
O	6.7358	4.1034	18.8426	0.001	0.0026	0.0015
O	2.8225	1.7245	13.3423	-0.0024	0.0052	0.0025
O	5.8267	8.7801	21.2616	0.0058	0.0092	0.0132
O	2.4655	2.5158	10.8081	0.005	0.0088	-0.034
O	7.6088	4.8505	21.1669	-0.0031	-0.0108	0.0116
O	5.2192	7.4773	12.5272	0.0012	0.0093	0.0027
O	0.4327	9.0706	12.4978	-0.0032	-0.0005	0.0084
O	7.5845	1.0555	13.5703	0.0015	0.0009	0.0101
O	7.0978	9.6359	14.737	-0.0023	0.0025	0.0016
O	8.9702	5.0228	12.7125	0.0029	-0.007	0.0074
O	8.0841	8.0447	16.9099	0.0014	-0.0022	0.0048
O	6.2116	2.5775	21.8961	0.0018	0.0083	-0.0004
O	2.46	9.0665	14.0995	-0.0002	-0.0075	-0.0021
O	0.4041	4.5027	11.8562	-0.004	-0.0018	0.0097
O	0.8161	8.3165	20.9296	0.0033	0.0073	0.0116
O	9.3426	3.8426	10.3567	-0.0103	-0.0026	-0.0075
O	9.6572	2.3867	12.5264	0.0015	0.0084	0.0082
O	7.6222	8.5721	19.392	-0.0047	0.0003	-0.0035
O	2.5701	8.1886	11.3604	0.0121	0.0056	-0.0259
O	3.981	3.0526	15.3264	-0.0006	-0.0016	0.0056
O	0.8252	4.5034	14.4295	0.0048	0.0002	0.0026
O	10.0465	3.0007	18.9536	0.0012	-0.0037	0.0049
O	9.1465	7.8039	12.9468	0.0032	0.0099	0.0036
O	10.5113	0.5382	20.0741	-0.0011	0.0023	-0.0045
O	6.0087	5.0293	11.9061	0.0009	-0.0123	-0.0025
O	8.147	2.7561	17.0109	0.0018	-0.0006	0.0037
O	3.5187	5.4655	16.7021	0.001	0.0003	0.0021
O	4.6888	9.1281	10.3665	-0.012	0.0035	-0.0034
O	1.528	6.6827	13.1676	0.0026	0.0039	0.0107
O	4.7528	5.4959	14.3198	0.0033	0.0042	0.0024
O	2.0412	3.857	20.9227	-0.0094	0.0026	0.0119
O	10.5394	1.4101	16.9508	0.0006	0.0004	0.0022
O	0.9315	6.0735	16.5544	-0.002	-0.0018	0.0008
O	7.3343	10.9524	21.9326	-0.0001	-0.0102	-0.0009
O	5.9285	0.9167	19.9136	0.0099	0.0003	0.0034
O	6.1143	10.0069	12.3711	-0.0043	-0.0154	-0.0039
O	2.8477	0.5551	15.5522	0.0014	0.0013	0.0056
O	7.0788	7.9719	10.7493	0.0207	-0.0024	-0.0156
O	10.2428	8.0209	18.6847	0.0041	0.001	-0.0022
O	3.4471	9.2168	16.5661	-0.0017	-0.0005	0.0032

Results
free energy: -137021.981 eV
free energy less fixed offsets of B -154.04, O -568.88, Si -635.61 eV per atom: 5.149 eV

The program warned: the cutoff lies below the one the program advises for these potential files; the forces do not sum to zero within the program's tolerance; the exchange-correlation potential is rough where the density is thin.
